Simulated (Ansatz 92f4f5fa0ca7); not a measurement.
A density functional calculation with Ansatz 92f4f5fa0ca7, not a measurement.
Periodic cell of 256 atoms, Si144O112, from a study of silicon, its oxide and their interface. The atomic structure is a simulated model.

Settings
functional: r2SCAN
potential files: Ansatz PAW
basis: plane waves
wave-function cutoff: 800 eV
density cutoff ratio: 5
exchange-correlation grid ratio: 1
k mesh: 1 x 1 x 1, shifted by 0.5 0.5 0 of a step
self-consistency stop: 1e-10 eV per atom in the density residual
occupations: fixed
spin: none
net charge: 0

Cell vectors (angstrom)
a  10.88  0  0
b  0  10.88  0
c  -1.9305  -5.236  35.9167

Atoms and the computed forces on them: element, x, y, z (angstrom), force x, y, z (eV/angstrom)
Si  1.636  -1.604  0.0255  -0.0092  -0.0424  0.1884
Si  4.3368  1.0415  0.2152  0.0499  -0.0187  0.1837
Si  1.0697  4.4161  -0.0857  -0.0054  0.0048  0.2065
Si  3.8473  -3.8311  -0.01  -0.025  -0.0049  0.1803
Si  -4.3189  -1.1645  0.1197  0.0032  0.0215  0.2005
Si  -1.6488  1.7088  -0.0016  -0.0241  -0.0086  0.2151
Si  6.9864  3.8928  0.216  0.0362  -0.0228  0.1677
Si  -1.1988  -4.2666  0.083  0.0251  -0.0066  0.1922
Si  2.7374  -0.0919  1.4518  0.0292  0.0205  0.0112
Si  5.4234  2.6978  1.4499  0.0124  0.0107  0.0014
Si  2.684  -5.4107  1.285  0.0045  0.0136  -0.0003
Si  5.3908  -2.7249  1.3989  0.0169  0.02  0.0241
Si  -2.691  0.0273  1.3084  -0.0117  -0.0074  0.0147
Si  0.0231  2.7602  1.2607  -0.0066  -0.015  -0.0171
Si  8.1717  5.4602  1.4559  -0.0093  -0.0091  0.021
Si  0.0254  -2.7139  1.3386  0.0027  -0.0194  0.0007
Si  1.3498  1.3709  2.6518  0.0077  -0.0037  0.0238
Si  4.0314  4.1071  2.6837  0.0231  -0.01  0.0195
Si  1.3595  -4.0821  2.732  -0.0059  -0.0019  0.0662
Si  4.0758  -1.4096  2.8372  -0.0098  0.0033  0.0491
Si  6.8263  1.3361  2.7633  -0.0058  0.0041  0.0639
Si  9.5682  4.0734  2.745  -0.0114  0.0068  0.0633
Si  6.7771  6.8167  2.7359  0.0081  -0.0104  0.0221
Si  -1.3379  -1.3329  2.6671  -0.015  -0.0137  0.0144
Si  0.0042  0.019  4.0446  0.0112  -0.0043  -0.0092
Si  2.6984  2.7245  4.0407  0.0017  -0.0046  -0.0046
Si  0.0155  5.4393  4.1068  -0.0063  0.0025  -0.0099
Si  2.7027  -2.7572  4.145  0.0035  0.0099  0.0014
Si  5.457  -0.0107  4.1264  -0.0212  -0.0078  -0.0037
Si  8.1841  2.7163  4.0972  0.0011  0.0113  -0.0194
Si  5.4157  5.4385  4.0651  -0.0026  0.002  -0.0083
Si  8.1681  -2.692  4.0481  -0.0021  -0.0069  -0.0032
Si  1.3553  -1.4209  10.8723  -0.0109  0.0245  0.0074
Si  4.1188  1.3351  10.8566  -0.0218  0.0103  0.0016
Si  1.3268  4.1014  10.8778  0.0153  -0.0064  0.0072
Si  4.0555  -4.0295  10.8933  0.0152  -0.0107  0.0042
Si  6.8002  -1.3094  10.9152  0.0063  -0.0163  0.0237
Si  -1.4128  1.346  10.9095  0.0095  -0.001  0.0099
Si  6.8326  4.0556  10.8472  -0.0027  0.0174  0.0085
Si  -1.3242  6.7966  10.8469  -0.0191  0.0123  0.0061
Si  2.7573  -0.0682  12.1624  0.007  0.0053  -0.0637
Si  5.51  2.6753  12.2048  -0.0188  0.0082  -0.0492
Si  2.6515  5.5115  12.2274  0.028  -0.0248  -0.0311
Si  5.4254  -2.6546  12.2573  -0.0108  -0.0211  -0.0347
Si  -2.7323  0.0001  12.3632  0.0068  0.0173  -0.0065
Si  -0.0465  2.7225  12.2191  0.0096  -0.0106  -0.0334
Si  8.1945  5.4433  12.1672  -0.0051  -0.0101  -0.0713
Si  0.0077  -2.7759  12.2794  0.0048  -0.0089  -0.0435
Si  1.3346  1.2765  13.421  -0.0101  0.0007  -0.0231
Si  4.0837  4.1126  13.3803  -0.0233  -0.0068  -0.0256
Si  1.3532  -4.0871  13.7546  -0.0052  0.0082  0.004
Si  4.0669  -1.3488  13.6774  -0.0008  0.0117  -0.0165
Si  -4.0769  1.3756  13.7636  0.0034  0.0166  0.0322
Si  -1.3457  4.1253  13.5937  -0.0132  -0.0011  -0.0131
Si  6.8181  -4.06  13.4838  -0.0108  -0.0055  0.0148
Si  -1.377  -1.4513  13.6632  0.0299  -0.0021  0.0204
Si  0.2866  -0.2804  14.8224  -0.0018  -0.0412  -0.1636
Si  2.8586  2.568  14.5617  0.0455  -0.0382  -0.1266
Si  -0.2744  -5.2478  15.0495  0.051  0.0545  -0.1965
Si  2.5197  -2.4695  15.0546  -0.0137  -0.0466  -0.1957
Si  5.051  0.3318  15.0039  0.0489  0.0196  -0.1717
Si  -3.004  3.1658  14.9061  -0.0436  -0.055  -0.2138
Si  5.5719  5.3088  14.707  0.0146  -0.0372  -0.1435
Si  -2.5629  -3.0604  14.9776  0.0692  0.0202  -0.1987
Si  -0.429  3.2618  -4.8838  0.0229  -0.0201  0.2305
Si  4.2172  -3.1683  24.3621  0.0265  0.0282  -0.0929
Si  7.8403  -3.024  -2.1382  -0.0275  -0.0206  0.205
Si  2.2571  -3.2933  -3.8407  -0.0083  0.0278  0.1917
Si  1.416  -4.0142  -6.7707  0.0346  0.0193  0.2034
Si  7.6063  -0.8933  -7.0239  -0.0135  0.0316  0.1991
Si  -0.2161  -1.7313  21.4826  -0.0036  0.0243  -0.178
Si  -2.3515  2.106  20.4395  -0.008  -0.0378  -0.1991
Si  4.2974  2.6927  -6.9707  -0.0038  -0.0204  0.1942
Si  -0.4898  2.8332  -9.2528  0.0359  -0.0131  0.0934
Si  2.8492  -4.7466  -9.1335  -0.029  -0.0088  0.083
Si  5.0875  1.0021  17.8157  0.0241  -0.0369  -0.2063
Si  1.0118  -0.5545  -2.8711  0.0378  0.0137  0.2028
Si  -1.103  0.06  17.4602  0.0053  0.0119  -0.1933
Si  7.7257  2.259  17.6513  0.0278  0.0043  -0.2164
Si  1.5527  4.7863  -3.0587  0.0663  -0.0514  0.2069
Si  4.2428  3.6577  -4.0938  -0.019  -0.0096  0.2502
Si  -2.6351  0.6061  -9.7042  -0.0153  -0.0152  0.0858
Si  1.6061  -2.5251  -10.6507  0.0242  0.0178  0.0197
Si  5.6983  -5.2641  -2.1217  0.0059  0.0382  0.2142
Si  -1.4778  1.0335  -3.0273  0.0424  -0.0027  0.229
Si  0.2692  0.9783  20.1088  -0.0311  0.0094  -0.1741
Si  1.2235  -4.1214  20.7731  0.0132  0.021  -0.147
Si  2.3327  3.5212  23.8963  0.0215  0.045  -0.1093
Si  1.7368  -4.579  23.616  -0.0219  -0.0137  -0.1177
Si  2.0573  -1.1506  -7.9714  0.0457  0.0267  0.1176
Si  1.625  4.2734  16.947  -0.0116  0.0422  -0.2206
Si  1.2915  1.6934  -6.9437  0.0009  0.0396  0.1739
Si  7.6595  -0.9599  -4.0595  0.0178  -0.0516  0.2432
Si  -1.1412  5.1066  -7.2872  0.0263  -0.0574  0.1564
Si  4.5429  -1.3928  -3.9676  -0.0203  0.0334  0.1744
Si  -0.8552  -3.0611  24.0851  -0.0114  0.0212  -0.1135
Si  -1.3651  -2.1935  -10.6559  -0.041  -0.02  -0.0187
Si  5.7484  -2.3711  21.9335  -0.0163  0.0438  -0.1629
Si  2.6264  2.3701  19.0184  -0.0075  -0.0085  -0.2108
Si  3.8697  -4.3633  17.0809  -0.0483  0.0191  -0.2568
Si  4.1556  -4.2384  20.0713  -0.0071  -0.0178  -0.1964
Si  4.8324  4.1634  -9.6416  0.0032  -0.0328  0.0842
Si  6.792  -0.4274  19.9211  -0.0048  0.0496  -0.2081
Si  6.7506  3.443  22.5762  0.0076  -0.0284  -0.158
Si  4.6604  -0.3651  -6.7813  -0.0206  0.0014  0.1883
Si  4.0775  3.8541  21.2921  -0.0175  0.0113  -0.1807
Si  -2.6975  -2.3735  17.8419  0.0066  0.0381  -0.1668
Si  5.5418  -3.8834  -9.8437  -0.0103  0.0016  0.0004
Si  -2.6499  -3.4834  -8.3325  0.0125  0.0089  0.1088
Si  3.5071  1.0378  -2.6311  -0.0117  0.0311  0.1721
Si  -1.4735  -3.9221  19.909  -0.026  0.0556  -0.1764
Si  7.9532  -4.5937  22.3442  0.0104  0.009  -0.1577
Si  1.3436  -1.3438  5.4405  -0.0021  0.0065  0.0211
Si  4.065  1.3777  5.4269  0.0034  0.0101  0.0155
Si  1.3696  4.0639  5.4444  0.0109  -0.0105  0.0178
Si  4.0851  6.7731  5.469  0.0054  -0.0099  0.0149
Si  6.8216  -1.3718  5.4573  -0.0011  -0.0009  0.0124
Si  -1.3416  1.3504  5.4407  -0.0036  -0.0025  0.0166
Si  6.791  4.0869  5.4247  -0.0004  0.0038  0.0137
Si  9.5097  6.8148  5.4276  -0.0122  -0.0046  0.0159
Si  2.7082  0.0186  6.8026  0.0173  -0.0123  0.0108
Si  5.4262  2.7365  6.7928  0.0134  -0.0225  0.0069
Si  2.7303  5.4098  6.809  -0.0017  0.007  0.0097
Si  5.4531  -2.7347  6.8077  -0.0114  0.0015  0.0217
Si  -2.701  -0.0055  6.798  -0.009  0.015  0.0149
Si  0.0149  2.7036  6.8042  -0.0091  0.0176  0.0131
Si  8.141  5.4562  6.7956  0.0047  -0.0159  0.0138
Si  -0.0189  -2.7055  6.7995  0.0131  0.0012  0.0079
Si  1.3548  1.3587  8.2023  0.0016  -0.0047  -0.0208
Si  4.0818  4.0809  8.1925  -0.0057  0.0012  -0.0133
Si  1.3609  6.7904  8.1224  0.0027  -0.0087  -0.0189
Si  4.0836  -1.3573  8.1368  -0.0049  0.0133  -0.0152
Si  6.8006  1.3599  8.1202  -0.0099  0.0047  -0.0105
Si  -1.3643  4.0709  8.1265  -0.001  -0.0096  -0.0194
Si  6.7986  -4.0732  8.199  0.0007  -0.0008  -0.0148
Si  -1.3653  -1.3523  8.183  -0.0002  -0.0069  -0.0008
Si  -0.0128  -0.0106  9.5666  0.0133  0.0125  -0.0209
Si  2.7238  2.7235  9.5573  0.0138  -0.0036  -0.022
Si  -0.0038  5.4343  9.472  -0.0058  -0.0035  -0.0033
Si  2.7137  -2.726  9.4758  -0.0025  -0.0011  -0.0027
Si  5.4604  -0.0015  9.4854  -0.0089  0.016  -0.0119
Si  8.1631  2.7  9.4834  -0.0109  0.0137  -0.0167
Si  5.4307  5.4487  9.5618  -0.0095  -0.0145  -0.0198
Si  8.1598  -2.6972  9.5582  -0.0053  0.0004  -0.0253
O  6.9906  0.961  -10.6964  0.0189  -0.0288  0.0097
O  -1.4247  -4.1503  15.4406  -0.0212  -0.0042  0.0908
O  3.9578  1.5345  15.1632  0.006  0  0.0799
O  5.2512  -0.0707  16.5893  -0.0267  0.0067  0.1506
O  -0.1213  -5.3884  -0.395  -0.0057  -0.0107  -0.0899
O  2.7584  -2.6937  -0.4971  -0.0083  0.007  -0.0934
O  -0.6686  -1.8701  23.0128  -0.0283  -0.0197  0.107
O  3.8306  -2.8431  -3.7548  0.0178  -0.0128  -0.0397
O  2.7307  5.3964  17.2298  0.0162  -0.0126  0.1064
O  6.6685  4.2172  15.1818  -0.0048  0.0033  0.0546
O  7.5429  -2.6097  16.3627  -0.0528  0  0.1528
O  2.0675  3.3275  15.7346  -0.0547  0.0215  0.1135
O  4.695  -2.9436  20.847  0.0024  0.0437  0.0742
O  -1.4059  2.3463  -3.9645  -0.0022  0.0741  -0.11
O  5.506  0.0124  -0.2946  -0.011  0.0153  -0.0839
O  4.4886  -4.4986  -1.3554  0.0318  -0.0383  -0.1256
O  8.0695  2.8052  -0.3204  -0.012  -0.0013  -0.0764
O  0.2579  2.0385  -8.0982  -0.045  0.0085  -0.0924
O  7.074  -1.9255  -1.2216  0.0311  -0.0287  -0.1523
O  7.9345  0.3452  -3.1255  -0.0371  -0.0176  -0.0926
O  3.3154  4.7453  -9.8373  -0.0101  0.0107  -0.0391
O  -1.8522  -4.2095  23.4973  0.02  -0.0003  0.0559
O  -2.4202  3.0041  16.4266  0.0195  -0.0233  0.1796
O  4.5797  5.3661  20.9737  0.0333  -0.0141  0.0853
O  0.6637  2.2495  -5.5511  0.0612  -0.0306  -0.0927
O  6.3431  4.571  -1.0925  -0.058  0.0292  -0.1262
O  1.4731  -2.4999  -7.3127  -0.0079  0.0319  -0.0588
O  1.4317  0.0808  -7.105  -0.0022  -0.0339  -0.0355
O  -1.1039  1.3365  -1.4833  0.0192  -0.0118  -0.2052
O  7.9557  2.7692  21.7665  -0.0262  0.0453  0.1174
O  1.4048  -1.3229  15.4382  -0.0083  0  0.0862
O  0.2509  4.991  16.4691  0.007  -0.0349  0.1339
O  -0.8076  4.3078  -8.6649  -0.0069  -0.0016  -0.0852
O  7.0513  5.0224  22.7334  -0.0091  0.0212  0.0644
O  3.1757  -3.0247  16.4554  0.035  -0.0067  0.1448
O  1.8055  1.4442  20.0538  -0.018  -0.0312  0.0906
O  -1.7929  3.3842  24.6625  0.0134  0.001  -0.021
O  4.2818  2.1488  -3.4987  0.029  0.0159  -0.1114
O  8.0198  0.5666  20.2928  0.0168  -0.0129  0.0903
O  4.6143  -4.1606  18.5094  0.0509  0.0071  0.1718
O  1.7853  -1.3105  -9.5665  -0.0169  -0.0053  -0.0733
O  2.708  2.4439  -7.1587  -0.0246  0.0117  -0.0668
O  2.7463  4.2018  -3.9542  -0.0136  0.0026  -0.0976
O  5.3853  3.0873  21.8157  0.0129  -0.0099  0.0697
O  -0.7412  2.1557  20.5408  0.0192  0.0284  0.0538
O  -2.5069  -2.2812  -7.2743  0.0241  -0.0577  -0.0583
O  0.7927  3.0145  24.0777  -0.0268  -0.0147  0.0257
O  3.6521  -0.9319  -7.8892  -0.0293  -0.0185  -0.0767
O  8.0955  -0.4635  -5.5378  0.0121  0.0083  -0.1805
O  2.2111  5.0249  24.486  0.0125  -0.0056  0.0429
O  1.591  4.0553  -1.5971  0.0108  0.0191  -0.2242
O  1.142  -2.5633  21.2089  0.0008  0.0091  0.0503
O  6.8062  -4.1848  -2.5807  0.007  -0.0071  -0.1011
O  -1.3631  -2.412  20.5445  0.0119  0.0136  0.0772
O  1.5417  3.3016  18.2375  0.0002  -0.0352  0.1185
O  1.9598  -3.9576  -5.2693  -0.0376  -0.0296  -0.178
O  1.4358  -1.9182  -3.6244  0.0045  -0.0232  -0.0801
O  -1.802  1.9899  -9.6642  -0.0252  0.002  -0.0298
O  2.5604  -4.324  19.9493  -0.0325  0.0041  0.055
O  -0.4127  0.4941  16.0713  -0.0315  0.0389  0.1235
O  0.4761  2.8968  -10.5336  0.0019  0.0225  0.0048
O  3.1351  -3.8161  23.3484  0.0208  0.0104  0.0339
O  7.8504  0.2249  -8.1696  0.0288  0.0484  -0.0879
O  -1.3367  -1.5298  17.5558  -0.0018  -0.0338  0.0665
O  0.5913  -3.7416  24.3957  0.0015  0.0141  0.0655
O  5.2076  4.7343  -3.3744  -0.0223  -0.0454  -0.1472
O  6.7929  -3.2868  -9.0444  -0.0252  0.0079  -0.0321
O  0.0303  -4.4915  19.7461  0.0198  -0.0107  0.0487
O  4.2158  -0.4129  -2.7277  0.0307  -0.0606  -0.0703
O  -0.1071  0.4982  18.6227  0.07  0.0161  0.1223
O  -0.4036  -0.0939  -3.4765  -0.0179  -0.0184  -0.0823
O  7.2198  -1.6062  18.8879  -0.04  0.0065  0.0962
O  4.0081  -0.6916  -5.3274  -0.0052  0.0389  -0.154
O  -1.2554  4.0428  -6.0549  -0.0465  0.0612  -0.1119
O  2.8811  3.6383  22.3687  -0.0594  -0.0001  0.1056
O  4.969  1.2166  -6.9265  0.0136  0.0136  -0.0374
O  3.6276  3.2837  19.8667  0.0464  0.0515  0.1063
O  1.6681  -3.9811  -9.9232  -0.0328  -0.0099  -0.0271
O  5.5727  0.3643  19.2128  0.0082  -0.0356  0.1172
O  4.1415  -3.7567  -9.0319  0.0133  0.0132  -0.0089
O  3.5491  1.5723  -1.1079  -0.0246  0.0138  -0.1562
O  1.985  0.7363  -3.0985  -0.0319  0.0231  -0.1
O  4.6419  3.5254  -5.6364  0.0215  -0.0116  -0.1609
O  -2.4397  -2.2507  -3.431  0.0284  0.0503  -0.1444
O  4.9326  3.5995  -8.1357  0.0295  0.0518  -0.0857
O  -0.0567  -4.6495  -6.865  -0.0179  0.0084  -0.0465
O  5.1325  -2.2225  23.4207  -0.0319  -0.0055  0.0914
O  -1.7949  -0.6777  -10.2424  0.0136  0.0269  -0.0182
O  0.9692  -0.8876  -1.278  -0.033  0.0247  -0.1342
O  -1.8274  -3.6552  -1.2861  -0.0277  0.046  -0.1332
O  3.382  2.5786  24.6913  0.0317  -0.0215  0.0219
O  6.1368  -1.4885  -4.0569  -0.0057  -0.0041  -0.0641
O  -2.2704  -3.7869  18.5163  0.0209  -0.0618  0.0666
O  7.0117  -3.3344  22.0802  0.0231  -0.0174  0.0606
O  -2.4918  -4.9209  -7.6036  -0.0246  0.0175  -0.0394
O  -2.5674  0.7421  17.5689  -0.0327  -0.0006  0.0564
O  4.9774  -4.8692  16.0352  -0.0174  0.0647  0.122
O  1.1444  -4.9829  22.1474  0.011  -0.0356  0.0996
O  5.2352  2.9465  -10.5775  -0.0179  0.0122  -0.0021
O  6.0252  -1.1789  -6.9652  0.0101  -0.0273  -0.0735
O  0.2233  4.3845  -3.8964  -0.0594  -0.0114  -0.114
O  8.0742  2.8982  19.0911  0.0266  0.0284  0.119
O  1.7858  -4.4878  -2.8303  -0.006  0.05  -0.0572
O  0.0781  -0.2014  21.1723  0.002  -0.0329  0.0977
O  -2.2066  -4.922  20.9346  -0.0294  -0.0483  0.1081
O  -1.481  -3.2336  -9.4252  0.0212  -0.0229  -0.0215
O  2.3659  -5.0146  -7.6206  0.0254  -0.0286  -0.0665
O  6.6245  2.894  24.084  -0.0012  -0.0016  0.0801
O  5.8205  5.402  -10.003  0.0342  0.0023  -0.0117
O  6.2592  -0.9679  21.3425  -0.0119  -0.0462  0.1026
O  6.1151  2.223  17.4586  -0.0137  0.0078  0.0545
O  3.5589  1.5128  18.0003  -0.0339  0.02  0.0638

Results
free energy: -155993.007 eV
free energy less fixed offsets of O -570.45, Si -639.56 eV per atom: -5.967 eV

The program warned: the cutoff lies below the one the program advises for these potential files; the forces do not sum to zero within the program's tolerance; empty levels may hold ghost states of the PAW files; the exchange-correlation potential is rough where the density is thin.
